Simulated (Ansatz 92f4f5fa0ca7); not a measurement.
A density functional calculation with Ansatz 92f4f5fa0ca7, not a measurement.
Periodic cell of 214 atoms, Si131O81As2, from a study of silicon, its oxide and their interface. The atomic structure is a simulated model.
Doubt: the cutoff is far below the 930 eV that the study's wrapper takes by default for these files, so forces and energies are approximate.

Settings
functional: PBE
potential files: Ansatz PAW
basis: plane waves
wave-function cutoff: 580 eV
density cutoff ratio: 5
exchange-correlation grid ratio: 1
k mesh: 1 x 1 x 1, Gamma-centred
self-consistency stop: 5e-08 eV per atom in the density residual
occupations: fixed
spin: none
net charge: 0

Cell vectors (angstrom)
a 10.938 0 0
b 0 10.938 0
c 0 0 31.5432

Atoms: element, x, y, z (angstrom)
Si 10.4142 0.593 24.3345
Si 6.0195 10.5123 24.1271
Si 2.1109 3.26 24.1038
Si 8.6828 2.2814 24.2812
Si 0.4781 5.0649 24.1549
Si 5.0377 5.9095 24.2244
Si 3.3753 7.6576 24.1649
Si 7.8112 8.844 23.998
Si 1.3264 1.4821 25.4614
Si 6.8951 1.3215 25.4636
Si 4.0136 4.1079 25.3404
Si 9.6428 4.1124 25.407
Si 1.4729 6.8256 25.3588
Si 6.8867 6.9614 25.2571
Si 4.2098 9.5486 25.33
Si 9.5202 9.6533 25.4291
Si 2.7678 0.0074 26.653
Si 8.1976 -0.0092 26.9164
Si -0.0077 2.7813 26.9027
Si 5.441 2.7406 26.6745
Si 2.7322 5.4501 26.8298
Si 8.2124 5.5309 26.6416
Si 0.0265 8.2164 26.6562
Si 5.5306 8.2162 26.7858
Si 4.1062 1.3643 28.0697
Si 9.5731 1.3793 28.2471
Si 1.3739 4.1318 28.2477
Si 6.829 4.1411 28.0226
Si 4.1425 6.8322 28.1368
Si 9.5919 6.853 28.05
Si 1.3917 9.5831 28.042
Si 6.8259 9.5476 28.243
Si 0.0311 -0.019 29.5008
Si 5.4456 0.018 29.5027
Si 2.7547 2.7155 29.502
Si 8.1695 2.7734 29.4898
Si -0.0254 5.5043 29.5057
Si 5.4872 5.4607 29.4881
Si 2.7392 8.2097 29.4679
Si 8.234 8.1771 29.5036
Si 1.3673 1.3673 30.8594
Si 6.8362 1.3673 30.8594
Si 4.1018 4.1018 30.8594
Si 9.5708 4.1018 30.8594
Si 1.3673 6.8362 30.8594
Si 6.8362 6.8362 30.8594
Si 4.1018 9.5708 30.8594
Si 9.5708 9.5708 30.8594
Si 2.7345 0 0.6835
Si 8.2035 0 0.6835
Si 0 2.7345 0.6835
Si 5.469 2.7345 0.6835
Si 2.7345 5.469 0.6835
Si 8.2035 5.469 0.6835
Si 0 8.2035 0.6835
Si 5.469 8.2035 0.6835
Si 4.1265 1.3371 2.049
Si 9.5389 1.3831 2.0305
Si 1.3367 4.1281 2.0442
Si 6.8608 4.067 2.0558
Si 4.0829 6.8608 2.0319
Si 9.6012 6.8054 2.0501
Si 1.3826 9.5537 2.0599
Si 6.8378 9.5644 2.0578
Si -0.0517 -0.0103 3.3192
Si 5.4782 -0.0246 3.4845
Si 2.7087 2.7219 3.3085
Si 8.2028 2.6925 3.4994
Si -0.0103 5.4656 3.5167
Si 5.472 5.4835 3.2987
Si 2.7471 8.1965 3.4878
Si 8.2409 8.1771 3.3677
Si 1.3083 1.3605 4.6597
Si 6.8571 1.2962 4.8924
Si 4.0893 4.1133 4.6325
Si 9.5561 4.0641 4.8895
Si 1.3695 6.8582 4.8859
Si 6.8639 6.7879 4.7011
Si 4.1242 9.5497 4.8817
Si 9.5881 9.5554 4.7403
Si 2.6437 0.0353 6.0859
Si 8.2313 -0.1448 6.2478
Si 0.0028 2.6446 6.1904
Si 5.4096 2.7646 6.0569
Si 2.7724 5.4157 6.1266
Si 8.1406 5.4323 6.2097
Si 0.0102 8.2803 6.2281
Si 5.5685 8.1262 6.1582
Si 3.5251 1.922 7.1574
Si 10.0461 0.8006 7.4293
Si 1.8087 3.6344 7.3418
Si 6.2709 4.4949 7.3877
Si 4.6724 6.2568 7.2532
Si 9.1791 7.2087 7.3582
Si 0.9181 10.143 7.4863
Si 7.4092 8.8765 7.4761
O 4.5742 6.4798 8.892
O 1.4322 3.9784 8.9281
O 9.7727 6.7268 8.8345
O 1.3487 10.1172 9.1195
O 6.2131 4.1915 9.0343
O 3.8639 1.6158 8.7278
O 7.1166 8.9151 9.1279
O 9.658 0.9973 9.031
O 8.2273 2.5841 22.7216
O 10.9716 5.5407 22.6277
O 5.6042 0.0715 22.6051
O 5.3031 5.3975 22.6738
O 2.1166 2.7826 22.5132
O 3.3003 7.828 22.5101
O 8.3707 8.7592 22.4249
O -0.1929 11.2545 22.747
Si 2.0828 3.0501 12.8897
Si 8.7435 1.2024 10.3537
Si 0.9714 4.3774 15.3868
Si 7.5642 5.5953 12.2466
Si 2.3808 8.186 21.2209
Si 5.3653 7.7611 12.465
Si 9.2341 0.4515 15.4467
Si 2.8117 -0.0592 16.6609
Si 10.5642 1.0662 12.6586
Si 7.727 2.8614 21.2114
As 9.3715 8.6667 14.1617
Si 1.4693 4.8031 10.3338
Si 4.4288 9.4952 19.1238
Si 11.0323 6.1068 21.1021
As 6.5099 10.3566 14.4878
Si 5.3564 0.7478 21.1536
Si 2.4678 9.8177 10.2758
Si 0.4137 10.6413 21.3918
Si 5.8134 5.2989 21.1469
Si 3.6356 7.0869 10.0469
Si 9.0432 5.6463 14.9526
Si 3.5692 4.1482 19.1442
Si 9.9859 3.6904 19.2808
Si 4.1254 8.6831 15.3444
Si 0.3846 1.8538 17.1625
Si 6.7519 7.5762 19.2905
Si 5.2085 3.6645 16.8369
Si 7.722 5.0613 17.5525
Si 6.7151 9.866 10.3869
Si 4.4761 1.076 10.1006
Si 0.3185 8.947 12.0957
Si 9.0766 8.6503 20.9452
Si 4.4111 1.7789 14.6662
Si 2.4118 2.0978 21.0665
Si 6.4168 3.3219 10.3982
Si 3.3254 5.9139 16.7452
Si 9.9116 6.572 10.4398
O 0.0776 2.6515 18.5535
O 2.7921 9.6523 15.544
O 10.8149 4.8284 20.1148
O 7.6328 2.3231 10.0134
O 10.9015 5.2994 10.7732
O 6.5291 6.6962 12.8866
O 10.443 7.9966 11.0423
O 8.4283 6.2657 11.0401
O 5.303 10.5264 20.026
O 2.1728 3.8061 11.4329
O 7.9335 8.6003 19.7764
O 6.1736 6.7905 20.6067
O 5.4317 2.7299 15.5303
O 1.289 0.9302 20.7008
O 6.0825 9.0086 11.643
O 4.5851 5.0355 16.2005
O 6.5583 3.9323 17.7114
O 10.6355 10.4581 12.14
O 5.3216 0.6602 13.8986
O 7.8398 5.2304 15.946
O 9.7945 9.8364 15.4835
O -0.5686 4.8407 15.3843
O 1.5243 6.8543 20.795
O 1.3887 0.5453 17.2355
O 6.5654 1.7873 20.8028
O 1.1012 1.7412 12.786
O 3.1173 5.533 18.3485
O 9.6758 1.8275 11.5306
O 1.0736 2.9431 16.1552
O 8.605 5.2137 13.4415
O 11.0968 8.3247 13.5985
O 1.4267 9.4097 21.7168
O 10.0703 9.9377 20.611
O 3.2548 0.2258 10.8039
O 5.1235 2.3914 10.846
O 1.4479 4.1889 13.8511
O 8.0208 10.7444 10.8566
O 9.1019 4.5017 18.1827
O 5.4558 9.5713 15.7827
O 5.6359 -0.0126 9.8071
O 3.5182 2.5606 13.5248
O 1.907 5.5351 16.0427
O 9.7578 1.1614 14.0635
O 4.3479 6.9613 11.4952
O 4.6623 4.5922 20.2549
O 9.8607 1.3051 16.6727
O 6.7588 4.2981 11.6663
O 5.5347 8.4108 18.5883
O 9.0239 2.7685 20.2286
O 3.4608 1.1717 15.8314
O 4.161 3.1282 17.9897
O 9.8683 7.2245 20.8905
O 3.4444 8.6648 9.6498
O 3.763 7.433 16.344
O 7.5848 0.467 15.5542
O 9.2969 7.2374 15.2169
O 3.9074 1.475 21.154
O 1.8549 9.1132 11.617
O 2.2679 6.2145 10.1225
O 7.3188 6.4873 18.2231
O 7.1634 4.3882 21.0838
O 4.4947 8.2295 13.7859
O 3.2986 8.6773 19.9779
O 2.4222 3.286 19.9301
O 3.6563 10.328 17.9534

Results
free energy: -139051.524 eV
free energy less fixed offsets of As -4856.12, O -568.88, Si -635.61 eV per atom: 4.906 eV

Forces (eV/angstrom), in the order of the atoms: element, x, y, z
Si 0.0223 -0.0008 -0.009
Si -0.012 0.0336 -0.0402
Si 0.0091 -0.0432 0.0334
Si -0.0412 0.0078 -0.0402
Si -0.0039 0.0137 -0.0356
Si 0.0354 -0.0274 0.0098
Si -0.0103 -0.0176 -0.0313
Si 0.0386 -0.0383 0.0071
Si -0.0201 0.044 0.036
Si 0.023 -0.0311 0.0786
Si -0.0397 0.0267 0.0016
Si 0.0266 -0.0242 0.066
Si 0.0079 -0.0097 0.0431
Si -0.0219 0.0337 -0.0136
Si 0.0034 -0.0183 0.0322
Si -0.0583 0.0154 0.0496
Si -0.0079 0.0313 -0.1305
Si 0.0034 -0.0096 0.2079
Si 0.0094 -0.0042 0.2165
Si -0.0052 0.0001 -0.1147
Si 0.0071 -0.0154 0.1308
Si 0.0134 0.0107 -0.1256
Si 0.0117 0.037 -0.1155
Si 0.0266 0.0026 0.1034
Si 0.013 0.0186 0.0714
Si -0.0376 0.0242 -0.356
Si -0.0272 -0.0304 -0.3394
Si 0.029 -0.072 0.1342
Si -0.1127 0.0474 -0.0898
Si -0.0068 -0.0081 0.0966
Si -0.0191 -0.0211 0.1305
Si 0.0427 0.1095 -0.3295
Si 0.0264 -0.0541 -0.0223
Si -0.0053 0.0099 0.0768
Si 0.0137 -0.0259 0.0151
Si -0.0411 0.0432 0.0186
Si -0.0224 0.0038 0.0747
Si 0.0185 -0.0332 -0.0361
Si 0.0142 -0.0305 -0.0167
Si 0.0258 -0.0419 0.0187
Si 0.1793 -0.0903 0.1407
Si -0.1758 0.1591 -0.0702
Si 0.1596 -0.0912 0.0318
Si -0.1845 0.1728 -0.0464
Si -0.0063 0.2407 -0.1075
Si 0.1307 -0.1585 0.0814
Si -0.1635 0.0775 -0.0601
Si 0.1734 -0.0956 0.0825
Si 0.0756 -0.1815 0.0818
Si -0.1931 0.0391 -0.1237
Si -0.1707 0.1253 -0.0995
Si 0.1334 -0.1462 0.0688
Si -0.1597 0.1126 -0.0982
Si 0.1231 -0.2246 0.1212
Si 0.2328 -0.1118 0.0926
Si -0.0373 0.1682 -0.1121
Si -0.0038 -0.0029 -0.0275
Si -0.0165 0.0797 -0.0071
Si -0.0376 0.0565 0.0394
Si 0.0425 -0.0264 -0.0572
Si -0.051 0.0515 -0.0142
Si 0.0198 -0.0285 -0.0257
Si 0 -0.0077 -0.0546
Si 0.0074 0.0012 0.05
Si 0.1823 -0.0478 0.2869
Si -0.0146 0.0203 -0.1065
Si 0.0729 -0.0287 0.3095
Si -0.0394 0.0825 -0.1059
Si 0.0183 -0.0077 -0.1347
Si 0.0414 -0.1185 0.364
Si -0.0395 0.0319 -0.1003
Si -0.0671 -0.0227 0.1564
Si -0.0129 0.0198 -0.1255
Si -0.0143 -0.0041 0.1089
Si -0.0254 0.0076 -0.1932
Si -0.0027 -0.0496 0.1285
Si 0.0354 -0.0132 0.0936
Si 0.0013 0.0118 -0.1335
Si -0.0094 -0.0269 0.0804
Si -0.0115 -0.004 -0.0847
Si -0.0231 -0.0177 -0.018
Si 0.0301 -0.0188 0.0162
Si 0.0384 -0.0311 -0.004
Si 0.0255 0.0096 -0.114
Si 0.0286 -0.0512 -0.0125
Si -0.0219 -0.0003 -0.0562
Si -0.007 0.02 -0.0404
Si 0.0186 -0.0035 0.0127
Si -0.0743 0.0814 -0.0007
Si -0.0663 0.0217 -0.0279
Si -0.0244 0.0152 -0.0257
Si -0.0167 -0.0024 0.0779
Si -0.0468 0 -0.0368
Si 0.0825 0.0315 0.0916
Si 0.0651 0.0053 0.0165
Si -0.0144 0.012 -0.0241
O 0.006 0.0305 0.0129
O -0.0072 0.0001 0.0004
O -0.0586 0.0193 -0.1012
O -0.0173 -0.0075 -0.0227
O 0.0174 -0.0271 -0.0564
O 0.0018 0.0258 -0.0259
O 0.0192 0.0005 0.0528
O -0.0159 -0.0096 0.0064
O 0.0233 -0.0102 0.0852
O -0.0014 -0.0122 0.0619
O 0.0125 -0.0272 0.095
O -0.0144 -0.0013 0.0334
O -0.0073 0.002 -0.0047
O 0.0111 0.006 0.0561
O -0.0155 0.0131 0.031
O -0.0155 0.0145 0.0465
Si -0.0137 0.0396 0.0209
Si 0.0116 0.0933 -0.076
Si 0.0084 0.0527 0.0381
Si 0.0113 0.0013 0.0178
Si -0.0096 0.0182 -0.0639
Si -0.0547 -0.059 0.0919
Si 0.0043 0.014 -0.0433
Si -0.0457 0.0329 0.0404
Si 0.0647 0.0228 -0.0194
Si -0.009 0.0063 -0.0842
As 0.6027 -0.3825 0.5677
Si 0.0086 -0.0077 -0.0038
Si 0.0005 -0.0187 0.0109
Si 0.0024 0.0188 -0.0698
As -0.3336 0.4439 0.4955
Si -0.0182 0.0098 -0.079
Si 0.0032 -0.01 -0.0722
Si 0.0208 -0.0098 -0.0484
Si -0.0158 0.0241 -0.0713
Si -0.0514 -0.0802 0.0114
Si -0.0273 -0.1332 -0.0408
Si -0.0138 -0.0081 -0.0351
Si 0.0104 -0.0077 0.0059
Si -0.2009 -0.1369 0.0164
Si 0.0615 0.0141 0.0364
Si -0.0187 0.007 0.0127
Si -0.0387 0.0163 0.0194
Si -0.0466 -0.0342 0.078
Si -0.0511 0.0072 -0.0299
Si -0.0227 0.0599 -0.0134
Si -0.0635 0.0165 -0.1488
Si -0.007 -0.0009 -0.0483
Si -0.1193 0.2478 0.2046
Si 0.0052 0.0215 -0.051
Si 0.0068 0.0211 0.009
Si 0.0185 -0.0388 0.0527
Si 0.0248 -0.074 -0.0178
O -0.0212 -0.0222 -0.0232
O 0.0874 -0.0637 -0.041
O -0.0061 0.0019 0.0193
O 0.0363 -0.0005 0.0394
O -0.004 0.0056 -0.0048
O 0.0544 0.0939 0.0348
O 0.0194 0.0335 0.0034
O -0.0175 0.0229 0.0219
O -0.0089 0.0176 0.0318
O 0.027 -0.0386 -0.0112
O -0.0027 -0.0082 0.0488
O 0.0042 0.0041 0.0044
O 0.0182 -0.0812 -0.0692
O -0.0153 -0.0094 0.023
O 0.0474 0.0543 0.0434
O -0.0134 0.0083 -0.0206
O 0.0297 0.0245 -0.0128
O 0.0027 0.001 0.0122
O 0.3131 -0.3152 -0.0913
O 0.0409 0.0516 -0.0198
O -0.1328 -0.2701 -0.2303
O -0.0463 0.0208 -0.0298
O -0.0078 0.0029 0.0277
O -0.012 0.0154 -0.009
O 0.0021 0.0002 0.0211
O -0.0333 -0.0464 -0.0188
O 0.0069 0.0034 -0.0147
O 0.0212 0.0326 0.0226
O -0.0113 -0.0229 -0.025
O 0.0096 0.0294 -0.0266
O -0.2532 0.0336 0.0758
O -0.0009 -0.0041 0.0115
O 0.0001 0.0113 0.0094
O -0.0113 -0.0003 0.0187
O -0.0429 -0.0329 -0.0109
O 0.0024 -0.0318 0.0031
O -0.0153 -0.0554 0.0575
O 0.0025 -0.0008 -0.0176
O 0.3631 0.1336 -0.1117
O 0.0529 -0.0237 -0.0654
O 0.0082 -0.0414 -0.0543
O -0.029 -0.0095 -0.0365
O -0.0781 -0.0352 0.0041
O -0.0146 0.0235 -0.0107
O 0.0231 0.0169 0.0309
O -0.0617 -0.0565 -0.0527
O 0.0169 0.0043 -0.0082
O -0.0113 0.0142 -0.0098
O -0.0042 0.0064 0.0088
O -0.0014 0.0202 -0.0216
O -0.0145 -0.0133 0.0034
O 0.0027 -0.0078 0.0144
O 0.0378 0.0163 -0.023
O 0.0533 0.1057 -0.0757
O -0.2315 -0.2657 -0.2512
O -0.0276 0.396 -0.1998
O 0.0118 0.0044 0.0102
O 0.0088 -0.0065 0.0024
O 0.0265 0.054 0.0129
O -0.0021 -0.0066 -0.0167
O -0.0048 -0.0256 0.0167
O 0.0386 0.0268 -0.0628
O 0.0038 0.0021 0.0071
O -0.0194 -0.0186 0.0203
O 0.0243 0.013 -0.0387

The program warned: the cutoff lies below the one the program advises for these potential files; the forces do not sum to zero within the program's tolerance; the exchange-correlation potential is rough where the density is thin.
